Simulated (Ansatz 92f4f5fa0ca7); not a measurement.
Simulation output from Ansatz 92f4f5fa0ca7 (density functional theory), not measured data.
Periodic cell of 459 atoms, Si304O155, from a study of silicon, its oxide and their interface. The atomic structure is a simulated model.
Doubt: the cutoff is far below the 930 eV that the study's wrapper takes by default for these files, so forces and energies are approximate.
This geometry differs little from another in the collection (a relaxation step or a small displacement).

Settings: functional PBE; potential files Ansatz PAW; basis plane waves; wave-function cutoff 580 eV; density cutoff ratio 5; exchange-correlation grid ratio 1; k mesh 1 x 1 x 1, Gamma-centred; self-consistency stop 5e-08 eV per atom in the density residual; occupations fixed; spin none; net charge 0.

Cell vectors (angstrom)
a	15.4691	0	0
b	0	15.4691	0
c	4.0816	-3.4313	34.2028

Atoms and the computed forces on them: element, x, y, z (angstrom), force x, y, z (eV/angstrom)
Si	12.39	-3.516	24.212	0.052	-0.044	-0.124
Si	12.429	-7.36	24.178	0.089	0.017	0.046
Si	4.621	-3.461	23.953	0.126	0.007	-0.035
Si	4.83	0.535	24.106	0.105	-0.023	-0.084
Si	4.553	-10.917	24.022	0.041	-0.083	-0.089
Si	4.687	-7.35	24.331	0.03	0.072	-0.146
Si	7.753	-3.391	24.101	0.014	-0.025	0.124
Si	7.259	0.538	24.161	-0.088	0.032	0.02
Si	7.706	-11.174	24.079	0.037	0.031	0.115
Si	7.13	-7.33	23.995	-0.052	-0.048	-0.032
Si	12.412	0.3	23.867	0.005	-0.006	-0.003
Si	12.436	-11.164	24.122	0.051	0.014	0.119
Si	-0.624	-3.479	24.049	-0.087	-0.019	-0.072
Si	-0.574	0.375	23.821	0.014	-0.016	0.003
Si	-0.58	-11.147	23.938	0.013	0.01	0.007
Si	-0.626	-7.235	24.017	-0.051	0.018	-0.001
Si	4.16	-1.469	25.207	-0.052	0.019	0.064
Si	4.1	2.485	25.213	-0.019	0.05	0.029
Si	4.216	-9.227	25.61	-0.039	0.037	-0.003
Si	4.169	-5.315	25.359	0.008	-0.061	0.028
Si	7.907	-1.415	25.362	-0.009	-0.027	-0.017
Si	7.879	2.396	25.458	0.018	0.003	0
Si	7.91	-9.178	25.315	0.037	-0.012	-0.034
Si	7.877	-5.433	25.286	0.012	0.058	0.006
Si	11.898	-1.502	25.343	-0.018	-0.068	-0.02
Si	11.883	2.265	25.2	-0.03	0.066	-0.026
Si	11.924	-9.268	25.448	0.005	-0.071	-0.112
Si	11.883	-5.447	25.435	-0.072	0.069	0.019
Si	0.06	-1.496	25.186	0.012	-0.024	-0.001
Si	0.053	2.324	25.108	-0.02	0.067	-0.011
Si	0.106	-9.211	25.189	-0.057	-0.036	-0.037
Si	0.081	-5.366	25.293	0.008	0.025	0.044
Si	2.11	-1.49	26.48	0.054	0.009	-0.009
Si	2.071	2.369	26.473	0.032	0.019	0.026
Si	2.077	-9.229	26.6	0.022	-0.001	0.035
Si	2.118	-5.348	26.571	-0.019	-0.02	0.006
Si	5.988	-1.481	26.75	0.01	-0.034	-0.109
Si	5.932	2.45	26.78	0.031	-0.034	-0.061
Si	6.133	-9.25	26.897	0.031	-0.006	-0.013
Si	6.043	-5.338	26.789	0.008	0.017	-0.071
Si	9.903	-1.467	26.633	-0.05	0.042	0.014
Si	9.933	2.337	26.61	-0.057	-0.004	0.016
Si	9.893	-9.211	26.636	-0.072	0.008	0.038
Si	9.849	-5.42	26.633	-0.001	-0.023	-0.015
Si	13.764	-1.518	26.77	0.027	0.024	-0.077
Si	13.735	2.318	26.676	0.032	-0.032	-0.002
Si	13.814	-9.247	26.802	0.062	0.023	-0.018
Si	13.759	-5.393	26.84	0.04	-0.013	-0.066
Si	2.123	-3.402	27.948	-0.008	-0.012	-0.013
Si	2.123	0.439	27.913	0.018	0.002	0.011
Si	2.092	4.281	27.952	0.01	-0.026	-0.009
Si	2.13	-7.286	27.983	0.016	0.01	0.001
Si	6.015	-3.403	28.113	-0.005	0.012	0.017
Si	5.971	0.463	28.072	0.005	0.039	0.034
Si	6.027	4.297	28.196	-0.028	-0.001	0.018
Si	6.045	-7.268	28.134	-0.026	-0.01	0.043
Si	9.871	-3.439	27.981	0.012	-0.007	-0.002
Si	9.899	0.439	28.037	0.008	-0.012	0.003
Si	9.897	4.292	27.985	0.024	-0.005	0.013
Si	9.893	-7.31	28.051	0.009	0.018	0.006
Si	13.754	-3.435	28.119	-0.022	-0.013	0.068
Si	13.764	0.425	28.082	-0.016	0.029	0.066
Si	13.763	4.252	28.062	-0.008	-0.01	0.067
Si	13.782	-7.324	28.145	-0.014	-0.012	0.068
Si	4.042	-3.426	29.397	-0.018	0.006	0.023
Si	4.031	0.438	29.393	-0.041	0.004	0.002
Si	4.021	4.304	29.41	-0.023	0.003	0.015
Si	4.06	-7.299	29.406	-0.014	-0.003	0.012
Si	7.969	-3.425	29.416	0.015	0.009	0.032
Si	7.941	0.444	29.402	0.024	0.001	-0.002
Si	7.999	4.285	29.439	0.033	0.015	0.011
Si	7.977	-7.293	29.448	0.043	-0.018	0.003
Si	11.789	-3.434	29.41	-0.028	0.012	0.029
Si	11.819	0.437	29.425	-0.006	-0.005	-0.011
Si	11.816	4.303	29.4	-0.024	-0.006	0.016
Si	11.818	-7.303	29.436	-0.025	0.007	0.007
Si	0.238	-3.426	29.414	0.039	0.002	0.027
Si	0.243	0.438	29.399	0.017	0	-0.014
Si	0.22	4.284	29.412	0.009	0.01	0.011
Si	0.252	-7.294	29.44	0.031	-0.011	0.006
Si	0	1.934	2.05	-0.097	0.043	0.079
Si	0	5.801	2.05	-0.024	0.031	0.003
Si	0	-5.801	2.05	-0.199	-0.107	-0.05
Si	0	-1.934	2.05	-0.067	0.019	-0.118
Si	3.867	1.934	2.05	-0.124	0.057	-0.032
Si	3.867	5.801	2.05	0.135	0.006	0.05
Si	3.867	-5.801	2.05	-0.013	-0.034	-0.012
Si	3.867	-1.934	2.05	0.093	-0.021	-0.055
Si	7.734	1.934	2.05	-0.004	0.159	-0.038
Si	7.734	5.801	2.05	-0.187	-0.043	-0.069
Si	7.734	-5.801	2.05	-0.132	-0.201	-0.212
Si	7.734	-1.934	2.05	-0.122	0.001	-0.182
Si	-3.867	1.934	2.05	0.144	0.092	0.066
Si	-3.867	5.801	2.05	0.238	-0.007	0.003
Si	-3.867	-5.801	2.05	0.128	-0.082	-0.068
Si	-3.867	-1.934	2.05	0.214	-0.01	-0.062
Si	-1.93	1.926	3.458	0.001	-0.017	0.009
Si	-1.92	5.776	3.446	-0.013	-0.015	-0.007
Si	-1.94	-5.79	3.444	0.025	0.016	-0.019
Si	-1.921	-1.895	3.438	0.006	-0.001	0.01
Si	1.924	1.974	3.415	0.017	0.029	-0.029
Si	1.938	5.84	3.4	-0.03	0.005	-0.005
Si	1.918	-5.82	3.395	0.026	-0.019	-0.025
Si	1.931	-1.97	3.387	-0.024	-0.032	-0.011
Si	5.793	1.923	3.408	0.011	-0.031	0.015
Si	5.803	5.778	3.448	-0.012	-0.013	0
Si	5.803	-5.822	3.418	-0.017	0.021	-0.013
Si	5.805	-1.919	3.427	-0.003	0.02	0.037
Si	9.674	1.979	3.4	0.029	0.095	-0.019
Si	9.667	5.807	3.372	-0.004	0.02	-0.007
Si	9.662	-5.874	3.371	-0.002	-0.069	-0.049
Si	9.668	-1.964	3.369	-0.012	-0.026	-0.023
Si	-1.91	0.009	4.882	-0.031	0.02	0.038
Si	-1.894	3.844	4.866	0.022	-0.002	-0.027
Si	-1.944	-7.75	4.798	-0.034	-0.002	-0.053
Si	-1.922	-3.817	4.798	0.01	-0.028	-0.009
Si	1.936	-0.016	4.673	0.038	-0.026	0.116
Si	1.914	3.95	4.781	0.028	0.011	-0.027
Si	1.933	-7.716	4.797	-0.045	-0.009	-0.038
Si	1.874	-3.917	4.751	-0.002	0.031	0.048
Si	5.835	0.023	4.811	-0.009	0.021	0.003
Si	5.791	3.813	4.815	-0.051	0.022	-0.076
Si	5.785	-7.747	4.816	0.047	0.004	-0.045
Si	5.785	-3.875	4.759	-0.015	-0.053	-0.03
Si	9.692	0.001	4.648	0.008	-0.023	0.095
Si	9.705	3.951	4.775	0.006	-0.098	-0.064
Si	9.636	-7.786	4.773	0.054	0.044	-0.033
Si	9.634	-3.952	4.654	-0.003	0.055	0.043
Si	0.111	0.046	6.177	-0.022	-0.036	-0.069
Si	0.048	3.94	6.265	-0.027	-0.01	-0.032
Si	-0.011	-7.689	6.155	0.096	0.004	0.035
Si	-0.009	-3.844	6.222	0.05	-0.024	-0.018
Si	3.841	0.004	6.073	-0.046	0.055	0.029
Si	3.828	3.892	6.17	-0.045	-0.003	0.047
Si	3.852	-7.71	6.189	-0.018	-0.004	0.143
Si	3.825	-3.964	6.061	-0.047	0.025	0.03
Si	7.844	0.011	6.096	-0.031	-0.072	0.014
Si	7.761	3.805	6.105	0.058	0.093	0.148
Si	7.728	-7.768	6.173	-0.046	-0.001	0.066
Si	7.743	-3.929	6.067	0.037	0.042	0.026
Si	-3.949	0.007	6.148	0.053	0.066	-0.049
Si	-3.844	3.926	6.206	-0.008	0.078	0.029
Si	-3.911	-7.829	6.135	-0.026	-0.002	0.032
Si	-3.935	-3.854	6.013	-0.026	0.053	0.021
Si	0.795	1.976	7.38	0.093	0.041	0.008
Si	-0.111	5.925	7.632	-0.028	0.078	0.094
Si	0.005	-5.782	7.593	-0.045	0.012	0.048
Si	0.457	-1.891	7.504	0.096	-0.041	-0.078
Si	3.216	1.921	7.325	-0.011	-0.051	-0.068
Si	3.718	5.815	7.571	-0.045	0.015	-0.087
Si	3.888	-5.769	7.609	-0.029	-0.053	0.056
Si	3.606	-2.009	7.289	-0.057	-0.046	-0.157
Si	8.535	1.905	7.332	0.052	0.034	-0.004
Si	7.489	5.718	7.474	-0.03	-0.071	-0.03
Si	7.754	-5.805	7.52	0.023	-0.06	0.02
Si	8.294	-1.982	7.27	0.074	0.036	0.023
Si	-4.477	1.976	7.371	-0.061	-0.078	-0.02
Si	-3.772	5.809	7.727	0.182	0.017	-0.026
Si	-3.843	-5.811	7.317	0.021	-0.018	0.072
Si	-4.659	-1.96	7.246	-0.051	-0.13	0.074
Si	-1.941	6.735	8.985	0.003	0.069	-0.064
Si	-2.013	-6.327	8.698	0.07	-0.02	0.169
Si	1.821	6.207	8.928	-0.057	0.113	-0.129
Si	1.946	-6.079	8.954	-0.038	-0.115	-0.134
Si	5.592	6.119	8.912	0.28	0.166	0.021
Si	5.864	-6.117	8.92	-0.118	-0.12	-0.123
Si	8.933	5.318	9.214	0.021	0.018	0.06
Si	-5.688	-5.688	8.719	0.017	0.061	-0.035
Si	4.082	-5.365	30.784	-0.214	0.032	-0.133
Si	4.082	-1.498	30.784	-0.237	0.035	-0.148
Si	4.082	2.369	30.784	-0.279	-0.037	-0.108
Si	4.082	-9.232	30.784	-0.281	0.01	-0.064
Si	7.949	-5.365	30.784	0.174	0.13	0.121
Si	7.949	-1.498	30.784	0.098	0.098	-0.053
Si	7.949	2.369	30.784	0.184	-0.156	0.145
Si	7.949	-9.232	30.784	0.173	-0.07	0.099
Si	11.816	-5.365	30.784	-0.094	0.039	0.039
Si	11.816	-1.498	30.784	-0.115	-0.037	-0.004
Si	11.816	2.369	30.784	-0.073	0.068	-0.007
Si	11.816	-9.232	30.784	-0.061	-0.103	0.029
Si	0.214	-5.365	30.784	0.19	0.104	0.062
Si	0.214	-1.498	30.784	0.175	0.072	-0.064
Si	0.214	2.369	30.784	0.18	-0.11	-0.002
Si	0.214	-9.232	30.784	0.158	-0.116	-0.028
Si	6.015	-5.365	32.151	0.008	0.034	-0.051
Si	6.015	-1.498	32.151	0.023	0.001	-0.054
Si	6.015	2.369	32.151	0.015	0.021	-0.061
Si	6.015	-9.232	32.151	0.018	-0.072	-0.048
Si	9.882	-5.365	32.151	-0.006	0.02	0.052
Si	9.882	-1.498	32.151	-0.003	0.065	0.034
Si	9.882	2.369	32.151	-0.028	-0.06	0.037
Si	9.882	-9.232	32.151	-0.008	-0.027	0.04
Si	-1.719	-5.365	32.151	-0.011	0.033	-0.022
Si	-1.719	-1.498	32.151	-0.009	-0.009	-0.031
Si	-1.719	2.369	32.151	0.004	-0.005	-0.033
Si	-1.719	-9.232	32.151	-0.004	-0.01	-0.021
Si	2.148	-5.365	32.151	-0.015	0.011	0.053
Si	2.148	-1.498	32.151	0.005	0.012	0.045
Si	2.148	2.369	32.151	0.005	-0.008	0.041
Si	2.148	-9.232	32.151	0.005	-0.025	0.048
Si	6.015	-3.431	33.519	-0.024	0.004	0.001
Si	6.015	0.436	33.519	-0.015	-0.014	0.007
Si	6.015	4.303	33.519	-0.03	-0.018	0.029
Si	6.015	-7.298	33.519	-0.019	0.02	0.003
Si	9.882	-3.431	33.519	0.014	0.018	-0.004
Si	9.882	0.436	33.519	0.035	0.023	-0.006
Si	9.882	4.303	33.519	0.011	-0.006	-0.025
Si	9.882	-7.298	33.519	0.009	-0.031	-0.014
Si	-1.719	-3.431	33.519	0.015	0.006	0.005
Si	-1.719	0.436	33.519	-0.021	0.001	0.011
Si	-1.719	4.303	33.519	0.009	-0.018	0.018
Si	-1.719	-7.298	33.519	0.001	0.01	0.016
Si	2.148	-3.431	33.519	0.009	0.006	0
Si	2.148	0.436	33.519	-0.002	0.038	-0.014
Si	2.148	4.303	33.519	0.01	-0.011	-0.024
Si	2.148	-7.298	33.519	-0.014	-0.045	-0.018
Si	0	0	0.683	0.011	-0.007	0.008
Si	0	3.867	0.683	-0.056	-0.005	0.002
Si	0	7.734	0.683	-0.125	0.009	-0.017
Si	0	-3.867	0.683	-0.103	-0.005	-0.001
Si	3.867	0	0.683	-0.048	0.006	0.002
Si	3.867	3.867	0.683	0.049	-0.008	-0.018
Si	3.867	7.734	0.683	0.07	0.007	-0.018
Si	3.867	-3.867	0.683	0.095	-0.006	-0.011
Si	7.734	0	0.683	-0.013	0.003	0.007
Si	7.734	3.867	0.683	-0.076	-0.023	-0.022
Si	7.734	7.734	0.683	-0.109	0.037	-0.042
Si	7.734	-3.867	0.683	-0.05	0.018	-0.004
Si	-3.867	0	0.683	0.02	-0.007	0.013
Si	-3.867	3.867	0.683	0.089	-0.012	-0.014
Si	-3.867	7.734	0.683	0.164	0.024	-0.022
Si	-3.867	-3.867	0.683	0.077	0.01	0.004
Si	0.263	-2.95	21.05	-0.037	-0.026	0.017
Si	0.374	0.023	21.632	0.012	0.023	-0.044
Si	0.598	-9.992	21.323	0.004	-0.001	-0.011
Si	-0.929	-7.44	20.925	0.009	-0.018	-0.01
Si	3.469	-3.037	21.116	-0.092	-0.039	-0.009
Si	3.572	-0.033	21.323	0.028	0.106	0.045
Si	3.215	-8.906	22.137	-0.039	0.048	-0.023
Si	4.767	-7.722	19.859	0.019	0.002	-0.039
Si	9.6	-5.698	20.586	0.015	0.04	0.007
Si	8.63	1.66	21.552	-0.011	-0.011	0.075
Si	8.974	-11.544	22.121	-0.051	0.001	0.018
Si	7.339	-7.362	21.585	-0.041	0.015	0.077
Si	11.247	-0.138	21.754	-0.047	0	-0.065
Si	11.277	-10.815	22.114	-0.09	-0.011	-0.074
Si	10.254	-3.157	22.019	0.04	-0.032	0.02
Si	11.698	-7.652	21.968	-0.021	-0.025	-0.061
Si	-2.837	2.188	10.168	-0.017	0.016	0.013
Si	-0.168	-1.159	10.393	-0.001	-0.009	0.073
Si	0.208	1.936	9.641	0.015	0.001	0.015
Si	-0.645	-5.731	13.253	0.005	0.028	0.022
Si	5.153	1.325	9.635	-0.005	0.048	0.008
Si	5.983	-1.498	9.195	0.043	-0.03	-0.013
Si	7.893	2.392	9.515	0.003	0.043	0.024
Si	-4.667	-2.999	9.998	0.023	-0.032	-0.023
Si	-2.526	-0.372	12.067	-0.016	-0.016	0.065
Si	13.69	0.204	14.997	-0.011	0.021	-0.002
Si	0.82	-1.597	15.314	0.007	-0.014	-0.018
Si	2.139	-5.155	11.974	-0.012	-0.001	0.037
Si	2.052	-2.057	12.406	0.006	-0.011	0.043
Si	4.934	-0.731	11.819	-0.022	-0.001	0.086
Si	6.631	-10.503	16.014	0.001	-0.01	-0.018
Si	6.588	2.864	13.678	-0.005	0.007	0.047
Si	6.861	-5.635	11.775	0.01	-0.02	0.012
Si	-4.208	3.342	12.463	-0.008	0.019	0.075
Si	8.899	1.312	12.202	0.016	-0.002	0.045
Si	8.596	-4.01	13.533	0.021	0.006	0.047
Si	2.009	4.052	11.262	-0.001	0.03	0.02
Si	4.354	0.822	18.44	-0.014	0.046	-0.035
Si	-1.716	-8.613	12.283	-0.022	-0.02	0
Si	2.022	-12.82	17.587	-0.006	0.002	-0.005
Si	-5.439	-1.5	12.371	0.005	0.014	0.025
Si	0.276	4.881	13.693	-0.014	0.009	0.034
Si	-4.689	-9.267	13.09	0.03	-0.012	0.026
Si	7.514	-3.766	16.41	0.022	-0.009	-0.034
Si	-0.497	1.668	19.083	0.004	0.013	-0.022
Si	4.507	-4.161	16.209	-0.033	-0.028	-0.014
Si	2.387	-10.926	18.816	-0.008	0.004	0.017
Si	8.101	-0.699	16.522	0.002	0.019	-0.028
Si	0.288	-5.194	19.05	-0.002	0.009	-0.026
Si	8.045	-10.263	20.399	0.05	-0.01	-0.032
Si	11.834	-10.505	17.011	0.009	-0.021	-0.026
Si	3.41	-5.076	18.911	-0.001	-0.017	-0.053
Si	11.125	-0.934	16.514	0.001	0.007	0
Si	5.4	-10.355	18.771	0.023	0.01	-0.024
Si	9.122	-7.726	10.988	0.019	0.018	0.03
Si	4.948	4.719	11.744	-0.018	-0.011	0.028
Si	10.768	-7.996	15.694	0.01	-0.015	-0.024
Si	-2.705	-4.849	11.494	0.034	-0.016	-0.064
Si	12.288	0.618	18.976	0.031	0.008	-0.003
Si	9.793	-5.799	17.471	0.003	0.004	-0.041
Si	-4.347	-5.534	13.942	-0.001	-0.003	0.023
Si	3.657	-1.144	16.364	0.016	0.008	-0.026
Si	5.681	0.188	14.547	0.009	0.005	-0.004
Si	8.925	-11.159	17.66	0.002	0.033	0.002
Si	4.459	-6.13	13.697	0	0.004	0.04
Si	-0.516	-4.388	16.121	0.002	-0.029	-0.005
Si	7.478	1.56	18.536	-0.01	0.019	0.008
Si	11.927	-3.918	16.296	-0.005	-0.006	-0.043
Si	4.553	-9.116	14.397	0.006	0.005	0.028
Si	12.648	-11.958	19.472	0.019	-0.012	-0.026
Si	-2.105	3.203	14.859	-0.013	0.018	-0.01
Si	2.108	-10.432	15.99	-0.018	-0.015	-0.018
O	1.871	-2.907	20.944	0.147	-0.034	0.041
O	-0.211	-3.65	22.441	-0.007	0.024	0.053
O	2.007	-0.063	21.804	0.057	-0.011	0.026
O	-0.095	-11.087	22.327	0.002	0	0.032
O	1.602	-9.083	22.248	0.031	0.002	0.015
O	3.544	-8.527	20.584	-0.014	-0.012	0.035
O	-0.325	-6.981	22.386	0	0.008	-0.017
O	3.76	-3.717	22.572	-0.002	0.045	-0.062
O	4.448	0.673	22.492	-0.07	-0.073	-0.006
O	3.845	-10.35	22.62	0.017	0	0.101
O	6.123	-11.117	23.548	-0.061	-0.016	-0.068
O	3.707	-7.611	22.994	0.048	-0.047	0.13
O	11.642	-3.666	22.72	-0.01	0.043	0.117
O	8.929	-3.335	22.953	0.004	0.005	0.002
O	10.138	1.028	21.488	-0.041	0.025	0.069
O	7.753	0.726	22.584	0.055	0.049	-0.06
O	10.513	-6.61	21.577	-0.015	-0.003	0.004
O	-3.29	3.442	11.115	0.001	-0.003	-0.046
O	-0.393	-1.844	8.921	-0.003	0.006	0.049
O	2.072	-1.958	7.93	-0.061	0.013	0.074
O	3.799	1.832	8.89	0.014	-0.001	0.035
O	4.736	-2.264	8.469	0.039	0.019	0.03
O	6.246	2.545	9.642	-0.026	-0.026	-0.035
O	7.448	-2.035	8.729	-0.052	0.022	-0.047
O	-3.851	2.007	8.909	0.045	0.022	0.027
O	-4.945	5.522	8.863	-0.231	-0.032	0.005
O	-4.015	-2.143	8.774	-0.041	0.013	-0.047
O	-5.628	-4.219	9.489	0.049	-0.01	-0.012
O	0.44	-3.144	15.678	-0.004	0.019	0.012
O	-2.887	0.803	11.01	0.002	-0.006	-0.019
O	13.695	1.75	15.528	0	-0.017	0.008
O	4.2	-2.601	15.912	-0.001	0.001	0.012
O	0.881	-9.889	15.051	0.026	0.003	0.023
O	0.097	1.186	20.522	0.004	-0.022	0.033
O	-0.427	-6.496	19.708	0.017	0.012	0.018
O	4.127	-1.548	21.067	-0.001	0.001	0.03
O	4.262	-0.708	17.832	0.001	-0.006	0.034
O	3.786	0.838	19.968	0.017	-0.028	0.032
O	-1.233	-12.361	19.376	-0.028	0.013	0.022
O	5.811	-7.278	21.021	-0.017	0.003	0.018
O	8.588	-4.781	17.08	-0.002	0.007	0.014
O	9.741	-6.17	19.044	0.001	-0.007	0.014
O	8.024	-8.685	20.88	0.01	-0.078	0.03
O	-3.057	-9.167	13.035	-0.025	0.003	-0.013
O	11.729	-8.905	16.663	-0.006	0.001	0.019
O	-3.7	-4.238	14.699	-0.007	-0.002	0
O	12.269	-0.045	20.474	-0.007	-0.007	0.043
O	11.346	-0.215	17.961	-0.007	-0.016	-0.004
O	11.787	2.186	19.001	0.001	0.009	0.019
O	12.197	-11.579	20.983	0.02	-0.015	-0.004
O	10.389	-11.284	16.951	0.006	0.005	0.016
O	11.163	-9.2	21.776	0.016	0.082	0.026
O	12.916	-7.368	20.915	-0.005	0.008	0.035
O	-0.453	-9.49	12.768	0.028	-0.012	-0.009
O	1.241	2.786	10.584	-0.008	0.005	-0.017
O	-0.757	3.707	14.118	0.001	-0.002	-0.02
O	-2.181	-5.766	10.259	-0.05	0.021	-0.136
O	-1.507	-1.384	11.293	-0.008	0.003	-0.037
O	7.605	-3.739	14.784	-0.004	-0.003	0.011
O	1.746	5.373	10.339	0.006	-0.077	0.069
O	4.803	0.76	11.128	0.004	-0.005	-0.02
O	1.927	-7.678	9.402	0.02	0.079	0.032
O	2.347	-3.645	12.525	-0.001	0.016	-0.043
O	5.82	-0.687	13.179	0.004	-0.004	-0.026
O	5.85	0.094	8.789	-0.007	-0.01	0.003
O	5.768	-7.736	9.258	-0.022	-0.07	0.016
O	5.553	5.373	10.379	-0.059	-0.002	0.014
O	6.008	-9.281	15.134	-0.004	-0.002	-0.003
O	6.019	-5.351	10.39	0.023	0.02	0.056
O	5.769	-1.698	10.797	0.002	0	-0.017
O	-1.865	-8.81	10.659	0.008	-0.014	0.041
O	8.346	1.316	10.666	0.009	-0.013	-0.003
O	8.637	3.823	9.842	-0.014	-0.035	-0.066
O	8.531	-9.121	10.416	-0.007	0.023	-0.034
O	-5.545	-6.892	9.836	-0.025	-0.022	0.011
O	9.066	-0.232	12.67	-0.005	-0.007	-0.031
O	-5.624	-1.982	10.827	-0.012	0.03	0.035
O	-1.758	0.235	13.367	0.007	0	-0.016
O	1.474	4.251	12.787	0.001	-0.005	-0.015
O	1.963	-5.191	10.346	0.013	0.02	0.074
O	3.488	-10.017	15.234	-0.007	0.003	0.003
O	4.265	-0.117	15.269	-0.014	-0.002	0.008
O	6.998	-0.131	15.458	0.011	-0.006	0.012
O	1.929	-12.072	16.107	0.012	0.008	-0.005
O	6.058	3.752	12.431	-0.003	0.008	-0.031
O	-5.303	-9.052	14.594	-0.007	0.013	0.004
O	-3.309	3.079	13.783	0.008	-0.009	-0.008
O	-3.867	-1.123	12.602	0.007	0.006	-0.035
O	-5.137	2.038	12.292	0.003	0.005	-0.039
O	10.45	-1.578	21.668	0.034	0.004	0.027
O	5.629	-10.91	17.252	0.002	-0.002	0.025
O	1.877	-5.358	19.346	-0.012	0.002	0.022
O	5.842	1.5	18.376	-0.008	-0.023	0.023
O	0.874	-5.846	12.719	0.023	0.006	-0.034
O	6.572	-10.786	19.842	-0.043	-0.002	0.025
O	3.447	-1.271	12.155	-0.016	0.001	-0.03
O	-5.295	-8.095	12.157	-0.022	0.005	-0.028
O	9.5	-5.334	13.895	0.002	0.008	-0.012
O	8.161	-12.61	17.792	-0.008	-0.024	0.024
O	8.061	0.197	17.876	-0.001	-0.013	0.013
O	0.073	-5.159	17.434	-0.013	0.009	0.007
O	12.395	-10.657	18.532	-0.002	0.002	0.016
O	7.886	-6.869	11.554	-0.003	0.008	-0.026
O	-0.281	-3.822	19.772	0.01	0.006	0.028
O	6.91	3.739	14.997	-0.005	0.012	0.006
O	5.947	-6.065	13.048	-0.014	-0.003	-0.014
O	4.055	-3.929	19.886	-0.013	0.021	0.069
O	12.899	-11.219	16.011	-0.017	0.007	0.023
O	7.93	2.086	13.229	-0.014	0.009	-0.013
O	-5.102	4.699	12.612	-0.002	-0.001	-0.024
O	3.454	-4.655	17.345	0.025	0.011	0.006
O	8.067	-5.979	21.079	0.026	0.017	-0.001
O	-3.817	-5.621	12.41	-0.014	0.004	-0.002
O	-0.239	-1.391	21.028	-0.004	-0.013	0.025
O	0.671	1.792	17.957	0.002	0.005	0.024
O	9.578	-2.724	13.342	-0.014	-0.011	-0.022
O	5.409	-8.717	18.737	-0.003	0.001	0.021
O	8.054	-10.139	16.714	-0.003	-0.003	0.013
O	1.09	-1.862	11.121	-0.01	0	-0.026
O	7.877	1.573	20.109	-0.033	-0.033	-0.086
O	2.022	-1.111	16.321	-0.002	-0.003	0.02
O	9.633	-0.576	15.932	-0.006	-0.004	0.024
O	13.512	-3.791	16.59	0.015	0	0.013
O	0.178	0.425	10.252	0.002	-0.001	-0.028
O	-3.92	-6.865	14.792	0.001	0.005	-0.001
O	-1.419	-7.106	12.835	0.006	0.018	-0.004
O	-0.471	-0.619	15.521	0.012	-0.011	0.009
O	-3.423	-3.515	10.911	-0.002	-0.053	-0.031
O	-1.424	-4.509	12.461	-0.004	-0.006	-0.026
O	5.507	1.753	14.147	-0.002	-0.006	-0.005
O	9.092	-10.446	19.13	0.028	-0.013	-0.023
O	1.434	-10.698	20.122	0.017	-0.02	-0.012
O	-1.318	2.552	9.69	-0.012	-0.001	-0.017
O	4.173	-7.543	14.447	-0.002	0.003	-0.007
O	6.217	-3.404	23.465	-0.119	-0.016	-0.036
O	3.624	3.825	11.368	0.018	0.008	-0.021
O	7.705	-4.295	12.195	0.003	0.004	-0.026
O	3.333	1.686	17.515	0.043	-0.014	0.044
O	6.026	-4.313	16.788	0.005	0.006	0.02
O	-0.653	-5.441	14.866	0.006	0.007	0.016
O	2.118	-9.85	17.547	-0.002	0.009	0.003
O	4.275	-4.967	14.818	0.008	0.013	0.015
O	11.178	-2.546	16.713	-0.003	0.01	0.017
O	1.342	-1.514	13.768	-0.003	-0.006	-0.006
O	9.997	-4.11	20.71	-0.017	-0.029	0.011
O	4.582	-9.581	12.828	-0.008	0.008	-0.011
O	3.966	-10.929	19.282	0.001	-0.02	0.01
O	-0.511	-9.001	20.659	-0.012	0.01	0.016
O	12.304	-0.492	15.492	-0.007	-0.004	0.011
O	3.447	-5.99	12.433	0.011	-0.013	-0.019
O	7.756	-2.242	16.941	0.004	0.003	0.022
O	-1.608	0.606	18.509	-0.004	-0.013	0.019
O	11.247	-5.11	17.175	-0.011	-0.004	0.028
O	9.678	-7.196	16.613	-0.004	0.012	0.029
O	4.267	-6.432	19.051	-0.005	0.017	0.021

Results
free energy: -281413.908 eV
free energy less fixed offsets of O -568.88, Si -635.61 eV per atom: -12.068 eV

The program warned: the cutoff lies below the one the program advises for these potential files; the forces do not sum to zero within the program's tolerance; the exchange-correlation potential is rough where the density is thin.
